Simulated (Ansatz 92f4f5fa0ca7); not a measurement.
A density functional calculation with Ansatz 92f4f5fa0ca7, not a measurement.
Periodic cell of 252 atoms, Si132O88H32, with a vacuum gap, from a study of silicon, its oxide and their interface. The atomic structure is a simulated model.

Settings
functional: r2SCAN
potential files: Ansatz PAW
basis: plane waves
wave-function cutoff: 800 eV
density cutoff ratio: 5
exchange-correlation grid ratio: 1
k mesh: 1 x 1 x 1, shifted by 0.5 0.5 0 of a step
self-consistency stop: 1e-11 eV per atom in the density residual
occupations: fixed
spin: none
net charge: 0
applied field: sawtooth along c, amplitude +0.015 V/angstrom in the program's sign convention, ramp centred at 0.9888 of c and 0.0225 of c wide, no dipole correction

Cell vectors (angstrom)
a  10.88  0  0
b  0  10.88  0
c  0  0  44.5423

Atoms and the computed forces on them: element, x, y, z (angstrom), force x, y, z (eV/angstrom)
Si  -0.9021  0.4491  29.5118  -0.0004  0.0066  0.0043
Si  1.2249  1.3243  29.7949  0.0001  -0.0092  0.006
Si  -0.0997  6.269  30.4913  -0.0035  -0.0059  0.0161
Si  3.0179  8.1518  30.7941  0.0052  0.003  0.0132
Si  5.4341  -0.5442  30.4521  -0.0017  0.0154  0.0174
Si  8.1978  2.7896  30.9575  0.0065  0.0101  0.0129
Si  5.5609  3.8774  29.6416  0.0028  -0.0035  0.0215
Si  9.2906  8.2789  30.1706  -0.0006  0.0157  0.0142
Si  1.8342  1.8267  32.086  -0.0067  -0.0077  -0.0106
Si  3.8  3.2434  32.1334  0.0164  -0.0118  0.0066
Si  1.3216  7.1118  32.1028  -0.0005  0.0238  -0.0152
Si  4.2591  9.4501  32.2596  -0.0117  -0.0113  -0.0166
Si  6.9443  1.3714  32.2975  -0.0007  0.0383  -0.0094
Si  9.6494  4.402  31.8697  -0.0229  -0.007  -0.0223
Si  7.0581  7.0968  32.654  0.0073  -0.004  -0.0017
Si  8.7298  8.7855  32.3959  -0.004  0.0003  0.0035
Si  0.0713  2.9069  33.3139  0.0147  0.0138  0.0121
Si  2.7491  0.0283  33.4118  0.0249  0.0226  0.0074
Si  -0.163  8.1947  33.5471  -0.0158  -0.0419  0.0019
Si  2.5589  5.6713  33.4959  -0.0085  -0.0279  -0.0017
Si  5.4135  2.5198  33.6439  -0.013  -0.0151  -0.0025
Si  8.168  -0.0968  33.571  -0.0198  -0.0157  0.0131
Si  5.4299  8.2202  33.8205  0.0198  0.0352  -0.0003
Si  8.2878  5.3962  33.591  0.033  0.0141  0.0111
Si  1.3201  4.1828  34.8651  -0.0177  -0.0057  0.0254
Si  4.0305  1.2583  34.9988  0.026  0.0205  0.0074
Si  1.276  9.6103  34.778  0.0178  0.0198  0.0317
Si  3.9882  6.8241  34.9577  0.0031  -0.013  0.0288
Si  6.7732  4.0572  34.831  -0.0264  -0.0097  0.0269
Si  9.5892  1.4208  34.716  0.013  0.0055  0.0316
Si  6.7954  9.6105  35.0762  -0.0334  -0.0117  0.0109
Si  9.5659  6.7675  35.012  -0.0217  0.0033  0.0116
Si  0.001  0.1098  36.1861  -0.021  -0.0046  0.1927
Si  2.6928  2.7727  36.2134  0.0059  -0.0143  0.1365
Si  0.0175  5.4465  36.3594  0.0202  -0.0379  0.1616
Si  2.6027  8.2239  36.2166  0.0055  0.0064  0.2211
Si  5.3954  0.0135  36.4184  -0.0277  0.0206  0.1617
Si  8.1628  2.7089  36.16  0.0003  0.011  0.1998
Si  5.4196  5.4457  36.2179  0.0127  -0.0349  0.1859
Si  8.1713  8.1884  36.3056  0.0635  -0.0366  0.1557
Si  1.3289  1.4303  37.5871  0.0891  0.1071  0.2452
Si  4.0631  4.1117  37.5984  0.025  -0.0884  0.1786
Si  1.3496  6.8611  37.6698  -0.2347  -0.0643  0.3347
Si  3.9726  9.5063  37.64  0.2032  0.161  0.5053
Si  6.7961  1.4476  37.6286  -0.0266  -0.2701  0.3241
Si  9.4814  4.0641  37.5997  0.1132  0.0249  0.2669
Si  6.7534  6.8314  37.5882  0.1651  -0.0819  0.3968
Si  9.5209  9.6267  37.5868  0.0477  -0.165  0.1821
Si  -0.0124  2.7603  6.9461  0.1014  0.1054  -0.2302
Si  2.6498  0.0468  6.9181  0.0716  -0.0004  -0.3484
Si  -0.0372  8.2505  6.9235  -0.0871  -0.1011  -0.4136
Si  2.7367  5.4757  6.9646  -0.1081  -0.1715  -0.0961
Si  5.4128  2.7887  6.956  -0.1641  -0.0476  -0.1665
Si  8.1639  0.1109  6.9356  -0.2405  0.1123  -0.2623
Si  5.3503  8.1515  6.9197  0.0628  0.3138  -0.359
Si  8.1115  5.463  6.8764  0.003  0.2077  -0.4341
Si  1.37  4.0975  8.3168  0.0273  -0.0116  -0.14
Si  4.0118  1.3996  8.2635  -0.0146  0.0453  -0.1656
Si  1.2874  9.6099  8.3059  0.0302  -0.0027  -0.1938
Si  4.0716  6.8045  8.3751  -0.0719  0.061  -0.2033
Si  6.7481  4.1934  8.3009  0.0185  -0.0487  -0.212
Si  9.5006  1.4881  8.3513  -0.0474  0.0354  -0.1827
Si  6.706  9.612  8.1492  -0.0539  0.0255  -0.1657
Si  9.4812  6.828  8.2006  0.0435  -0.0337  -0.1511
Si  -0.0222  0.1269  9.7023  0.0108  -0.0001  -0.0328
Si  2.7193  2.7171  9.7262  -0.0232  -0.0114  -0.0294
Si  -0.03  5.4818  9.5966  -0.0204  -0.01  -0.0137
Si  2.6345  8.1983  9.608  0.0075  0.0073  -0.0289
Si  5.3843  0.0557  9.5817  0.0229  -0.0202  -0.0121
Si  8.1433  2.9343  9.6748  0.0147  -0.0054  -0.023
Si  5.4676  5.4974  9.7921  -0.0006  -0.0037  -0.0434
Si  8.0484  8.2249  9.4077  0.0317  0.025  -0.007
Si  1.3027  1.4657  11.1818  0.0109  0.0172  -0.0082
Si  4.202  3.961  11.1029  -0.03  -0.0063  -0.0146
Si  1.2037  6.9155  10.9625  -0.026  -0.0157  0.0211
Si  4.0097  9.5354  10.9035  0.0077  0.0209  -0.0017
Si  6.7577  1.4888  10.8582  -0.0195  -0.0021  -0.0129
Si  9.4529  4.3389  11.1222  0.023  0.0111  0.0027
Si  6.8734  7.0004  11.0027  0.0287  0.0285  -0.0199
Si  9.338  9.5764  10.7492  -0.0295  -0.0314  -0.0036
Si  -0.2014  2.876  12.4778  -0.01  -0.014  0.0165
Si  2.7435  -0.0449  12.3785  0.0091  -0.0033  0.0174
Si  -0.5261  7.9945  12.0669  0.0099  0.0063  0.0034
Si  2.9458  4.9061  12.7716  0.0099  0.0151  0.0058
Si  5.588  2.6428  12.5156  0.0109  -0.0114  0.0168
Si  7.9864  0.0172  12.0943  0.0087  0.0201  0.0261
Si  5.4453  8.3077  12.3068  -0.0265  0.0163  0.0113
Si  8.675  6.2957  12.3804  0.0079  -0.0032  0.0084
Si  1.2702  3.8612  14.0755  -0.0009  -0.0097  0.0123
Si  4.5023  0.8528  13.678  -0.0102  0.0095  -0.0136
Si  0.4426  9.3419  13.7088  -0.0021  -0.011  0.0132
Si  4.2699  6.0328  14.2942  -0.006  -0.0021  0.0122
Si  6.8006  4.3354  14.9128  0.0038  -0.0009  0.0121
Si  9.4975  1.0627  13.4678  -0.0089  0.0079  0.0055
Si  6.2978  10.1014  13.4996  0.0151  -0.0081  -0.0214
Si  8.0871  6.3214  14.7471  -0.0034  0.0018  0.0044
Si  2.1623  5.8579  16.2327  0.0029  0.0034  0.0259
Si  7.242  -6.8825  21.1458  0.0021  0.0003  0.0222
Si  11.3956  2.2268  16.4904  -0.0002  -0.0033  0.0194
Si  4.1133  1.2303  15.9917  -0.0088  0.0095  0.0206
Si  8.3438  -0.9214  21.2329  0.004  0.0024  0.0291
Si  4.3717  -7.124  20.408  -0.0004  0.0042  0.0336
Si  8.4061  2.0677  16.2754  0.005  -0.0011  0.012
Si  -0.8917  8.1703  16.0284  0.0105  0.0024  0.0207
Si  3.0693  3.3956  17.5933  0.0034  0.0011  0.0268
Si  9.6059  -3.1716  23.1228  0.0011  0.0004  0.0299
Si  6.6386  -0.1991  17.1386  -0.0023  -0.0074  0.0202
Si  1.6423  -0.0654  17.4509  -0.0094  -0.0064  0.0283
Si  -0.8495  -8.1394  21.6888  -0.001  0.0025  0.0229
Si  7.2545  9.1506  15.4265  0.0063  -0.0008  0.0076
Si  12.567  -3.879  22.8235  -0.003  0  0.0355
Si  2.6946  2.4332  25.1564  0.0012  -0.0055  0.0369
Si  11.9437  -2.7804  17.9869  0.0043  0.0068  0.0287
Si  11.0966  0.0236  20.3243  -0.0079  0.002  0.0328
Si  7.0723  6.0252  23.2095  -0.0007  0.0055  0.0371
Si  -5.3143  -12.5603  19.7745  0.0011  -0.01  0.038
Si  6.9271  0.1782  25.7009  -0.0045  -0.0021  0.0279
Si  1.5754  5.6662  27.7426  -0.0031  -0.0043  0.0235
Si  1.9623  -6.9897  22.4055  -0.0015  -0.0042  0.0338
Si  0.5163  2.9647  27.2764  0  -0.0033  0.0283
Si  5.8658  -4.5547  20.5758  0.0042  -0.0023  0.0253
Si  2.7283  7.6839  25.675  0.0055  0.0029  0.0306
Si  5.6696  6.6161  26.0198  -0.0061  0.0035  0.0417
Si  -1.5466  -1.1287  25.1555  -0.002  0.0059  0.0352
Si  9.311  0.7759  27.3507  0.0005  0.0056  0.0274
Si  2.4479  -1.9366  20.6654  -0.0014  -0.0054  0.0321
Si  5.4448  6.2773  29.959  0.0004  0.0008  0.0014
Si  -6.5767  4.1894  27.1346  -0.0005  -0.0025  0.0323
Si  6.5583  -3.0038  28.6815  -0.0004  0.0006  0.0212
Si  3.7426  10.6814  26.023  -0.0039  0.0021  0.0317
Si  2.8907  -0.1287  29.0736  -0.0031  0.0003  0.0251
Si  8.5552  1.0543  23.4423  -0.0012  -0.0056  0.0343
O  1.0688  2.6635  28.7879  -0.0028  0.0086  -0.0188
O  3.0662  -1.6196  25.6804  -0.0014  -0.0052  -0.0047
O  4.5716  3.1823  30.7146  -0.0052  0.0078  -0.0268
O  3.4203  4.8086  32.3841  0.0107  0.0115  -0.0103
O  0.8789  5.9897  29.171  0.0057  -0.0058  -0.0117
O  -0.8876  9.7094  29.7786  0.0074  0.0003  -0.0069
O  2.5988  9.1844  29.5467  -0.0044  0.0043  -0.0071
O  3.1673  10.9743  27.4966  0.009  -0.0011  -0.0249
O  5.9913  -1.5822  29.3066  0.0004  -0.0049  -0.0073
O  2.1338  -5.4089  22.6378  -0.0001  -0.0028  -0.0118
O  6.5525  0.5034  30.9336  -0.0028  -0.0122  0.0019
O  9.0762  1.5464  30.3316  0.0142  -0.0148  -0.0087
O  5.0129  3.2471  28.235  -0.0077  0.0012  -0.0194
O  3.9265  6.9149  30.1777  0.0005  -0.0059  -0.0099
O  8.1679  7.9083  29.0212  -0.0002  -0.0004  -0.0081
O  1.1524  5.0751  15.21  -0.0058  -0.0071  -0.0193
O  1.2151  2.5444  15.0551  0.0051  0.0104  -0.0171
O  19.6886  -2.0882  22.2396  -0.0066  0.0068  -0.0124
O  3.8932  2.7993  16.3256  0.0014  -0.0066  -0.0145
O  -0.2579  10.806  13.8055  0.0017  -0.0027  -0.0075
O  0.4074  8.5295  15.1197  -0.0019  0.0008  -0.0032
O  4.8366  7.2566  13.4123  0.0008  -0.0091  -0.0127
O  3.2585  6.6972  15.3938  0.0057  -0.0005  -0.0084
O  7.8966  0.891  17.3064  -0.0029  -0.0026  -0.0105
O  7.3068  3.2733  16.0656  -0.0037  0.0053  -0.0102
O  8.6588  1.4122  14.8231  -0.0005  -0.0032  -0.0068
O  2.1639  3.0562  23.7748  -0.0061  0.0109  -0.0321
O  12.8445  6.1105  12.1788  0.0062  -0.0067  -0.0049
O  9.4209  6.6783  15.6617  -0.0026  -0.0038  -0.0121
O  7.0218  7.519  15.2226  -0.0009  -0.001  -0.0015
O  2.9954  4.9509  17.2677  -0.0015  0.0038  -0.0105
O  1.5242  2.8252  17.6314  -0.0028  -0.0005  -0.0064
O  5.8691  -7.7322  20.7722  -0.0048  -0.0011  -0.0095
O  3.881  -7.7005  18.9716  -0.008  -0.0042  -0.0271
O  12.7945  -1.6268  17.2574  -0.0003  0.0011  -0.015
O  1.9863  -1.1903  13.3185  -0.0015  -0.0027  -0.0096
O  11.8824  0.2064  18.9186  0.0068  0.0014  -0.0192
O  6.639  3.5146  13.4871  -0.0023  0.0038  -0.0181
O  9.8561  2.7013  16.7267  0.0002  0.0005  -0.0056
O  6.1344  -4.0604  22.1186  -0.0051  0.002  -0.0229
O  7.2651  1.1808  24.4361  0.0079  0.0046  -0.0215
O  11.0065  -3.6214  22.4603  0.0015  0.0002  -0.0129
O  6.3669  6.4554  31.306  -0.0051  -0.001  -0.0101
O  9.6386  -0.7467  20.2223  0.0045  0  -0.0167
O  5.3612  5.1019  15.0984  0.0014  0  -0.0089
O  -1.9967  9.2622  15.5791  -0.0038  0.0004  -0.0062
O  0.4336  3.722  21.8523  -0.0054  -0.0022  -0.0076
O  5.8859  -0.8427  18.4291  0.0076  0.0095  -0.0275
O  5.6984  -3.2928  19.5905  -0.003  0.0058  -0.0104
O  3.273  0.9342  24.9631  -0.0037  0.0029  -0.0104
O  13.5233  -2.9624  21.893  0.0052  0.0093  -0.0146
O  -4.0241  -1.28  20.6907  -0.0125  -0.002  -0.0149
O  -1.0009  -2.542  24.6117  -0.0012  -0.0079  -0.0164
O  -0.1809  -9.4298  20.9648  0.0028  -0.0076  -0.0103
O  0.5574  -6.2984  27.0473  -0.0028  -0.0011  -0.0094
O  3.1593  3.388  21.4245  0.0092  -0.0014  -0.013
O  6.3131  -3.1748  27.0588  -0.0026  -0.0023  -0.0246
O  18.9622  0.4774  22.0074  -0.002  -0.0074  -0.0244
O  -1.2449  0.0119  24.0442  0.0005  0.0054  -0.0231
O  1.8536  7.0486  26.9091  0.0042  0.0085  -0.0157
O  8.7117  -7.5482  20.8875  -0.0026  0.0005  -0.0088
O  5.5746  0.8038  16.4748  -0.0063  0.0012  -0.0171
O  3.0816  0.534  17.0451  0.0123  0.005  -0.0167
O  12.2719  -0.7725  21.1623  -0.0002  0.0004  -0.013
O  10.3638  8.362  17.6157  -0.0048  -0.0015  -0.013
O  7.121  3.4375  29.8797  -0.0079  0.0023  -0.0105
O  -3.17  -12.0931  25.3417  0.0034  -0.0025  -0.0093
O  -6.3319  -5.5003  20.4246  -0.0032  -0.0009  -0.0102
O  -5.3734  -5.6641  26.7958  0.0046  0.0077  -0.0122
O  7.0577  4.465  22.7135  -0.0004  -0.0073  -0.018
O  1.4805  2.2861  26.1903  0.0088  0.0003  -0.0183
O  -4.334  6.3495  24.6959  0.0097  -0.0048  -0.0288
O  9.3979  -8.477  23.1544  0.0031  0.0031  -0.0167
O  5.3757  -0.1488  25.972  0.0041  -0.0005  -0.0081
O  1.6025  -2.7589  19.5117  -0.0062  -0.002  -0.0221
O  3.8367  3.3923  25.8113  -0.007  -0.0067  -0.0191
O  12.16  -4.1662  17.2409  0.0011  -0.0075  -0.0123
O  3.9798  -1.4335  20.2358  0.0067  0.0016  -0.0131
O  1.8712  7.387  24.363  -0.01  -0.0034  -0.0252
O  -0.9186  -0.5081  26.5197  -0.0016  -0.0105  -0.0189
O  7.1445  -5.5205  20.2312  -0.0023  0.0021  -0.0027
O  3.0356  4.9415  27.8321  0.0013  -0.0001  -0.0098
O  4.2767  0.3487  29.7655  -0.0033  -0.0018  -0.0062
O  7.7058  0.8151  26.9893  -0.0097  -0.0042  -0.0157
O  9.9476  13.1426  27.0131  -0.0017  -0.0014  -0.0138
O  11.405  -10.277  16.4993  -0.0016  0.0058  -0.0089
O  -2.2437  6.4307  23.1973  0.0008  -0.0008  -0.014
O  4.175  6.9921  25.5671  -0.0041  0.0006  -0.0092
H  2.1315  0.5897  38.5196  -0.2199  0.3087  -0.2932
H  0.5036  2.2486  38.5196  0.3478  -0.3699  -0.2626
H  4.8931  3.2981  38.5308  -0.3997  0.266  -0.2601
H  3.2529  4.9449  38.5308  0.2642  -0.2525  -0.3264
H  0.5285  7.6837  38.6022  0.2284  -0.3249  -0.2333
H  2.1719  6.0398  38.6022  -0.1241  0.4288  -0.2551
H  3.1806  10.3569  38.5725  0.2028  -0.365  -0.2232
H  4.8012  8.6914  38.5725  -0.4661  0.1131  -0.2235
H  7.6273  0.6353  38.561  -0.3062  0.3259  -0.2116
H  5.9617  2.2566  38.561  0.5023  -0.1198  -0.2674
H  8.6682  4.8945  38.5321  0.1496  -0.3239  -0.2951
H  10.3279  3.2678  38.5321  -0.5079  0.2416  -0.2084
H  7.5721  6.0065  38.5207  -0.3145  0.2254  -0.2285
H  5.9069  7.6278  38.5207  0.2735  -0.2871  -0.3014
H  10.326  8.7885  38.5193  -0.1117  0.4224  -0.2736
H  8.7013  10.4507  38.5193  0.3164  -0.281  -0.3059
H  -0.859  3.5565  6.0137  0.3829  -0.1657  0.2957
H  0.8129  1.9419  6.0137  -0.3999  0.286  0.259
H  3.4418  -0.8037  5.9856  -0.2247  0.2821  0.2763
H  1.8472  0.8874  5.9856  0.3013  -0.3943  0.2245
H  -0.8423  9.0887  5.9911  0.2897  -0.385  0.2167
H  0.7838  7.4279  5.9911  -0.1256  0.3174  0.2516
H  3.547  4.6425  6.0321  -0.3551  0.3836  0.2391
H  1.9144  6.297  6.0321  0.2302  -0.1718  0.3284
H  4.5828  3.6023  6.0236  0.3885  -0.3382  0.2173
H  6.2472  1.9797  6.0236  -0.2839  0.2853  0.2993
H  7.3327  0.9232  6.0032  0.4461  -0.1926  0.1974
H  8.9835  -0.7131  6.0032  -0.2143  0.3875  0.3019
H  6.1967  7.3551  5.9873  -0.3209  0.2373  0.2908
H  4.5216  8.9664  5.9873  0.0865  -0.4682  0.2247
H  8.9246  4.6326  5.944  -0.3793  0.1824  0.2664
H  7.2928  6.2879  5.944  0.335  -0.2709  0.2043

Results
free energy: -135113.885 eV
free energy less fixed offsets of H -15.71, O -570.45, Si -639.56 eV per atom: 10.355 eV

The program warned: the cutoff lies below the one the program advises for these potential files; the forces do not sum to zero within the program's tolerance; empty levels may hold ghost states of the PAW files; the exchange-correlation potential is rough where the density is thin.
